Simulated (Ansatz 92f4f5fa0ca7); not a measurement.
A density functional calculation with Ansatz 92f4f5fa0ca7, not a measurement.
Periodic cell of 221 atoms, Si132O88H1, from a study of silicon, its oxide and their interface. The atomic structure is a simulated model.
Doubt: the cutoff is far below the 930 eV that the study's wrapper takes by default for these files, so forces and energies are approximate.

Settings
functional: PBE
potential files: Ansatz PAW
basis: plane waves
wave-function cutoff: 580 eV
density cutoff ratio: 5
exchange-correlation grid ratio: 1
k mesh: 1 x 1 x 1, Gamma-centred
self-consistency stop: 5e-08 eV per atom in the density residual
occupations: fixed
spin: none
net charge: +1 e, with a uniform compensating background and no finite-size correction

Cell vectors (angstrom)
a 10.938 0 0
b 0 10.938 0
c 0 0 32.6497

Atoms: element, x, y, z (angstrom)
Si -0.3729 0.311 25.1776
Si 5.7619 -0.464 25.104
Si 2.509 3.0496 25.176
Si 8.4254 2.5808 25.2128
Si 0.2932 5.245 25.1682
Si 5.0197 5.8666 25.1989
Si 2.9896 8.3086 24.8731
Si 8.1054 8.3894 25.2236
Si 1.3583 1.3912 26.4358
Si 6.7662 1.3636 26.3961
Si 3.9749 4.2451 26.583
Si 9.6278 4.1133 26.5311
Si 1.3993 6.9743 26.3772
Si 6.8222 6.828 26.4613
Si 4.1295 9.5382 26.5341
Si 9.5248 9.6595 26.5887
Si 2.7296 0.0152 27.8252
Si 8.1305 0.0584 27.8898
Si 0.0221 2.7248 27.8798
Si 5.4217 2.7727 27.8034
Si 2.647 5.5817 27.911
Si 8.1975 5.4656 27.8398
Si 0.0031 8.2382 27.826
Si 5.4776 8.1803 27.8877
Si 4.1018 1.3673 29.2314
Si 9.5708 1.3673 29.2314
Si 1.3673 4.1018 29.2314
Si 6.8362 4.1018 29.2314
Si 4.1018 6.8362 29.2314
Si 9.5708 6.8362 29.2314
Si 1.3673 9.5708 29.2314
Si 6.8362 9.5708 29.2314
Si 0 0 30.5987
Si 5.469 0 30.5987
Si 2.7345 2.7345 30.5987
Si 8.2035 2.7345 30.5987
Si 0 5.469 30.5987
Si 5.469 5.469 30.5987
Si 2.7345 8.2035 30.5987
Si 8.2035 8.2035 30.5987
Si 1.3673 1.3673 31.9659
Si 6.8362 1.3673 31.9659
Si 4.1018 4.1018 31.9659
Si 9.5708 4.1018 31.9659
Si 1.3673 6.8362 31.9659
Si 6.8362 6.8362 31.9659
Si 4.1018 9.5708 31.9659
Si 9.5708 9.5708 31.9659
Si 2.7345 0 0.6835
Si 8.2035 0 0.6835
Si 0 2.7345 0.6835
Si 5.469 2.7345 0.6835
Si 2.7345 5.469 0.6835
Si 8.2035 5.469 0.6835
Si 0 8.2035 0.6835
Si 5.469 8.2035 0.6835
Si 4.1018 1.3673 2.0507
Si 9.5708 1.3673 2.0507
Si 1.3673 4.1018 2.0507
Si 6.8362 4.1018 2.0507
Si 4.1018 6.8362 2.0507
Si 9.5708 6.8362 2.0507
Si 1.3673 9.5708 2.0507
Si 6.8362 9.5708 2.0507
Si 0 0 3.418
Si 5.469 0 3.418
Si 2.7345 2.7345 3.418
Si 8.2035 2.7345 3.418
Si 0 5.469 3.418
Si 5.469 5.469 3.418
Si 2.7345 8.2035 3.418
Si 8.2035 8.2035 3.418
Si 1.3322 1.2875 4.8297
Si 6.8638 1.3058 4.7288
Si 4.0825 4.1291 4.711
Si 9.6232 4.0845 4.7856
Si 1.3726 6.8691 4.8967
Si 6.9274 6.7667 4.7028
Si 4.1001 9.523 4.8354
Si 9.635 9.5694 4.8542
Si 2.6704 -0.0984 6.2556
Si 8.2273 0.031 6.1748
Si -0.0789 2.6449 6.1927
Si 5.4492 2.7047 5.9206
Si 2.8337 5.4677 6.1928
Si 8.3032 5.4887 6.1207
Si -0.0111 8.2128 6.4035
Si 5.5778 8.0592 6.0464
Si 3.9169 1.5971 7.2992
Si 8.9907 1.7844 7.6463
Si 1.6777 3.7598 7.2939
Si 6.8327 4.0582 7.1882
Si 4.7162 6.3544 7.4576
Si 9.3126 6.9975 7.7317
Si 1.3015 9.5884 7.8763
Si 7.1419 9.2318 7.3535
O 1.3573 4.0937 24.5707
O 6.9887 9.4607 24.6423
O 2.845 2.7225 7.8975
O 8.1689 8.1467 8.106
O 5.7494 5.1133 7.9899
O -2.2256 2.2953 18.7752
O 4.0969 7.0813 24.4597
O 9.5002 1.4643 24.5875
O 2.1267 8.4884 8.8111
O 0.916 4.2782 8.6604
O 9.3452 1.1292 9.1377
O 6.441 9.9786 8.6264
O 4.67 1.0716 8.6613
O 4.4233 7.2026 8.8324
O 7.8242 2.9575 8.0384
O 9.7276 6.3898 9.2441
O 3.2725 2.4025 23.8632
O 5.0129 -0.3277 23.6376
O 7.8287 3.4273 23.9257
O 10.645 5.8872 23.7733
O 8.8349 7.825 23.8572
O 0.0495 10.4684 23.8083
O 5.4977 4.8054 24.05
O 1.1595 10.5387 21.4023
Si 4.1369 6.7473 12.2
Si 8.4346 -2.3496 14.6406
Si 5.3311 2.8438 13.3342
Si 6.7405 -4.0315 18.866
Si 8.4991 -9.645 17.5219
Si 1.7726 -3.205 18.2617
Si 0.954 9.6147 22.7595
Si 11.7721 3.5905 10.129
Si 5.3395 10.7858 9.4826
Si 2.6472 4.0543 12.4158
Si 13.3358 -5.4774 16.5185
Si -1.1747 2.9794 19.8196
Si 10.9383 1.211 15.5074
Si 0.5283 -6.8205 14.518
Si 6.5045 0.3214 12.2411
Si 0.3626 11.2363 20.1318
Si 14.3347 -6.069 20.5813
Si 6.8074 -5.783 11.9478
Si 5.4769 -2.0298 13.8736
Si 6.489 3.902 23.1335
Si 9.5133 0.0003 12.857
Si 10.6727 0.6486 9.9682
Si 1.7521 -0.3862 17.4697
Si 4.134 -3.1759 20.4829
Si 9.1939 -4.9511 13.5212
Si 0.8934 -5.852 18.9942
Si 5.9189 2.4119 16.2533
Si 4.0699 2.2947 22.4426
Si 4.69 -0.4335 16.3852
Si 9.9704 7.1057 22.9315
Si 7.5209 -1.4749 17.383
Si 9.4661 5.5814 10.6382
Si -2.704 5.2589 21.0649
Si 3.8589 -0.7202 22.5499
Si 4.9573 4.8196 17.7107
Si 14.4428 -2.6747 9.6528
O 1.6978 4.5655 17.6845
O 9.8536 -9.8749 16.6937
O 19.0061 0.7002 12.5364
O 6.0337 -1.2008 12.5791
O 2.9395 -2.9225 19.3813
O 6.0086 6.0658 17.6701
O 3.7823 -4.6071 21.2538
O 4.4562 7.7289 13.4481
O -1.1658 6.43 12.0321
O 2.2803 3.9257 10.8368
O 14.6034 -7.4064 21.45
O 4.8677 1.1783 16.2712
O 5.6263 1.264 13.2114
O 4.2071 4.8018 19.1591
O 2.55 9.39 23.4329
O 10.4288 4.2689 10.7662
O 16.6476 3.3963 17.527
O 8.0687 -0.153 18.2019
O 4.2811 -1.8434 21.4159
O 7.4176 1.8024 16.4292
O 5.6823 2.5516 22.6661
O 5.9497 -1.1806 17.1035
O -3.2779 -2.8347 18.2549
O 1.383 0.4661 18.8309
O -0.8859 -0.7161 19.9449
O 7.623 5.5844 13.3
O 7.8738 5.1389 10.7061
O 17.1338 -7.2668 12.2279
O 5.7464 3.2519 14.8607
O 10.002 -6.1984 14.1891
O -1.8202 -1.4751 13.4405
O 3.2581 7.5638 11.0998
O 1.5156 -5.7061 15.184
O 14.6889 3.0122 12.9903
O 11.3438 -8.1535 15.4285
O 9.268 -3.7474 14.6167
O 6.8389 -2.6774 14.4894
O 9.2355 6.3958 21.6609
O -0.5541 0.7547 14.028
O 0.1733 8.1907 22.4768
O 1.7829 4.8316 20.3308
O 7.7089 -5.085 19.6419
O 5.6078 -3.3526 19.8133
O 2.4357 -3.9054 16.9395
O 1.0637 -1.8463 17.7434
O 3.1958 -5.3907 12.7517
O 3.7021 0.7962 21.8417
O 10.777 -9.0872 20.4441
O 10.4959 4.197 19.0262
O 6.1221 0.576 10.6986
O 5.5644 -4.7681 11.6207
O 12.1737 3.7017 13.1252
O -4.0219 -5.9854 21.9638
O 3.9444 4.963 16.4296
O 8.9369 -7.1609 20.9727
O -2.4248 -1.5866 16.0805
O 3.351 -0.6551 17.2754
O 11.6122 1.9676 10.1816
O 12.1853 0.304 16.0632
O 4.1855 9.7196 9.9061
O 11.4624 -0.4057 8.9974
O 10.3312 -0.0348 11.4308
O 4.6265 -1.089 14.8929
O 0.6311 6.7027 18.8533
H -1.6541 -0.534 19.3594

Results
free energy: -133981.661 eV
free energy less fixed offsets of H -15.97, O -568.88, Si -635.61 eV per atom: -3.731 eV

Forces (eV/angstrom), in the order of the atoms: element, x, y, z
Si -0.3979 0.6174 0.5805
Si 0.5021 0.0813 0.6067
Si -0.1413 0.0333 -0.1555
Si 0.073 -0.0998 -0.2614
Si 0.1941 -0.1143 -0.3715
Si 0.3422 -0.2987 0.1394
Si 0.5804 -2.1051 2.2624
Si -0.0698 0.0422 -0.1237
Si -0.0218 0.0056 -0.2236
Si 0.0251 -0.0668 -0.2674
Si 0.0121 0.0788 -0.2118
Si 0.0377 0.0338 -0.0893
Si -0.1433 -0.057 -0.4451
Si -0.0979 0.1096 -0.2302
Si 0.1122 0.4383 -0.3831
Si 0.0982 -0.054 -0.2213
Si -0.1278 0.0126 0.0565
Si -0.1446 0.0584 0.0301
Si 0.0029 -0.0276 0.0955
Si 0.0598 0.0266 0.0959
Si 0.0733 0.0699 -0.0179
Si -0.006 -0.0328 0.0985
Si -0.0679 0.1098 0.1188
Si 0.1439 -0.3242 0.0196
Si -0.0025 0.1446 -0.3217
Si -0.09 0.1252 0.1261
Si -0.3318 0.2078 0.2377
Si -0.0575 -0.1492 -0.2956
Si -0.0128 0.1051 0.3963
Si 0.0285 0.0132 -0.3264
Si 0.1327 0.0318 -0.1964
Si -0.2089 0.1697 0.2017
Si -0.059 -0.0172 -0.0384
Si 0.0338 -0.0971 -0.0033
Si 0.1256 0.0904 -0.0398
Si 0.051 0.011 0.0015
Si 0.0007 -0.1548 0.0207
Si -0.0362 -0.063 -0.028
Si 0.1282 0.0356 0.0286
Si 0.0381 0.034 -0.0393
Si -0.0571 0.0412 -0.0256
Si -0.0292 0.0022 -0.0346
Si 0.0303 -0.019 0.0033
Si -0.076 0.0621 -0.0006
Si -0.0303 0.0361 -0.0424
Si -0.025 -0.0359 -0.0204
Si -0.0516 0.0733 -0.0141
Si 0.009 0.0077 0.0057
Si 0.0592 -0.0308 0.0207
Si -0.0263 0.025 0.023
Si -0.0085 0.0173 0.009
Si 0.0643 0.0013 0.0229
Si 0.0299 -0.0503 0.0112
Si 0.0166 -0.0569 0.0454
Si 0.0567 -0.0918 0.0082
Si 0.0183 0.027 -0.001
Si -0.0814 -0.0502 0.036
Si -0.024 0.0172 0.025
Si 0.0058 -0.016 0.0209
Si -0.1175 -0.0035 -0.0255
Si 0.0542 -0.0098 0.0237
Si 0.071 0.1704 0.0012
Si -0.0849 0.067 0.0035
Si -0.0553 -0.0433 0.0113
Si 0.0892 -0.3706 -0.1155
Si -0.2575 -0.4461 -0.0399
Si -0.4532 -0.2717 0.1066
Si 0.1545 0.0739 -0.0265
Si 0.3644 0.2027 0.3277
Si 0.1732 -0.0792 -0.5841
Si -0.1563 -0.0494 0.3428
Si 0.5172 0.3143 -0.0321
Si 0.0432 0.0347 -0.098
Si -0.0098 -0.0484 -0.0664
Si -0.0452 0.0535 -0.1387
Si 0.0463 -0.0627 -0.0974
Si -0.0038 -0.032 -0.0022
Si 0.0138 0.0517 -0.1107
Si 0.0956 0.0141 -0.0024
Si -0.0858 -0.0097 -0.0013
Si 0.0034 -0.0256 0.1319
Si -0.1119 -0.023 0.0721
Si -0.0867 0.034 0.1906
Si -0.0386 -0.1026 0.153
Si 0.1223 0.0527 0.1311
Si 0.1207 0.0621 0.2131
Si 0.0121 -0.0339 0.0117
Si 0.0308 0.0215 0.1501
Si -0.0457 0.066 0.6376
Si -0.0805 0.0497 0.3568
Si 0.0038 -0.0936 0.5063
Si -0.1885 -0.0056 0.5322
Si 0.0825 -0.2248 0.3786
Si -0.1176 -0.1049 0.446
Si 0.0857 -0.0299 0.2448
Si -0.0922 0.1146 0.4638
O -0.0016 0.1827 0.55
O -0.3012 0.2708 0.3139
O -0.1645 -0.0407 -0.7345
O -0.0126 0.1466 -0.6001
O 0.078 0.0752 -0.6071
O 0.0049 -0.0248 0.0828
O -0.5686 0.6215 -0.0089
O 0.1873 -0.2271 0.5188
O -0.134 0.1364 -0.3137
O 0.0457 0.0699 -0.3492
O -0.1437 0.1232 -0.3319
O 0.0372 -0.0308 -0.137
O -0.0072 -0.0473 -0.2642
O -0.0143 -0.0211 -0.1096
O 0.2252 -0.0426 -0.5741
O -0.0008 0.2534 -0.6611
O -0.0175 -0.1514 -0.0115
O -1.0503 -0.4836 -0.4714
O -0.0807 -0.0477 0.1269
O 0.0217 0.2116 0.024
O 0.2069 -0.0156 -0.0205
O 1.3098 -0.8314 -0.8469
O -0.0412 0.0247 -0.1149
O 0.7008 -0.9039 1.3459
Si 0.0802 -0.2413 0.056
Si -0.0344 -0.0784 -0.2776
Si -0.0877 0.0428 -0.2738
Si 0.1158 -0.2149 -0.2424
Si 0.0162 0.1454 -0.1745
Si -0.1568 -0.2113 -0.3156
Si -2.8297 0.5747 -1.0515
Si 0.1487 0.0184 0.4269
Si 0.1003 0.1473 -0.0529
Si 0.1204 0.0458 0.0628
Si -0.0293 -0.1432 -0.2041
Si -0.0099 0.1112 -0.1332
Si -0.058 0.1095 -0.3209
Si -0.0007 0.0258 -0.3023
Si 0.0085 -0.0072 0.225
Si -0.5275 0.6436 -0.9168
Si -0.2022 0.0257 -0.5614
Si -0.1655 -0.0418 0.0599
Si 0.0387 -0.0872 -0.2367
Si 0.1608 0.2271 -0.0488
Si -0.2324 -0.0269 0.0702
Si 0.1769 0.1496 0.1118
Si -0.0447 0.0448 -0.3313
Si 0.0277 -1.1128 -1.0231
Si -0.0207 -0.0215 -0.0584
Si 0.0218 -0.0782 -0.1436
Si -0.0193 0.1189 -0.3
Si 0.0814 0.9262 0.0704
Si 0.1225 -0.0153 -0.3725
Si -0.7866 -0.8148 0.3024
Si -0.0017 -0.0902 -0.2203
Si -0.2103 -0.091 0.3312
Si -0.0218 -0.2438 -0.4456
Si 2.2621 1.2817 -1.5544
Si 0.0107 -0.0168 -0.2232
Si 0.015 -0.1622 0.2257
O 0.0043 -0.0006 0.1251
O -0.0466 -0.0515 0.1683
O 0.0542 -0.0179 -0.0149
O -0.0067 -0.0101 0.0168
O 0.2522 0.1522 0.4184
O 0.019 0.1005 0.0704
O 0.0231 0.2915 0.2354
O 0.0189 0.0952 0.0642
O -0.0161 -0.0321 -0.0479
O -0.1397 -0.0102 -0.1136
O 0.0572 -0.3355 0.2997
O -0.0558 -0.0583 0.1337
O -0.0025 -0.0293 0.043
O -0.0809 0.0054 0.2705
O -0.0582 0.328 -0.7723
O 0.0084 -0.0406 -0.1071
O -0.0049 -0.0137 0.1024
O 0.0032 -0.0316 0.0556
O -0.7475 0.8794 1.4434
O 0.0674 -0.0676 0.0677
O -0.0785 -0.2205 0.0299
O -0.024 0.0113 0.1416
O 0.003 0.0487 0.0749
O -0.0705 -0.0241 0.324
O 0.2522 -0.0492 0.2254
O 0.0802 0.041 0.0663
O 0.1102 -0.0012 -0.1465
O 0.0512 0.0136 0.0182
O 0.044 -0.0142 0.2287
O 0.0322 -0.0334 0.0573
O 0.0412 -0.0089 0.0665
O -0.0021 0.1209 -0.2173
O 0.0657 0.0938 0.1396
O 0.0105 -0.0182 0.0297
O -0.019 -0.1003 0.1559
O -0.0362 0.0475 0.0417
O 0.0788 0.0072 0.1091
O 0.3298 0.3827 0.2877
O 0.0617 0.0086 0.0721
O 1.2236 0.838 0.0917
O 0.1595 0.049 0.166
O 0.0189 0.0068 0.2066
O -0.3325 0.2723 0.3416
O 0.036 0.1175 0.1055
O -0.032 0.0334 0.0718
O 0.0159 0.0456 -0.0324
O -0.3325 -1.0052 0.3175
O 0.1593 -0.3368 0.0667
O -0.0367 -0.0636 0.04
O -0.0424 -0.049 -0.2236
O -0.0267 0.054 -0.0372
O -0.0856 -0.0202 0.0309
O -0.195 -0.079 0.2009
O -0.0349 0.0488 0.0906
O -0.0209 0.0687 0.0875
O -0.0405 0.0823 0.2114
O -0.028 0.0036 0.1525
O -0.0391 -0.1197 -0.0402
O 0.0608 -0.0713 0.2009
O 0.0284 0.0161 0.0665
O 0.1143 -0.2065 -0.3456
O 0.06 0.1073 -0.205
O -0.0733 0.0928 0.2495
O 0.0557 0.102 0.0763
H 0.0551 0.0677 -0.0277

The program warned: the cutoff lies below the one the program advises for these potential files; the exchange-correlation potential is rough where the density is thin.
